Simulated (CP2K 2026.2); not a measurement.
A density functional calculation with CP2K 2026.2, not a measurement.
Periodic cell of 504 atoms, Si360O144, from a study of silicon, its oxide and their interface. The atomic structure is a simulated model.
Doubt: the forces sum to 1.19 eV/angstrom along one axis rather than to zero, so they err by at least 0.0024 eV/angstrom per atom on average; the grid cutoff is modest.

Settings: functional PBE; method Gaussian and plane waves; basis set DZVP-MOLOPT-SR-GTH; pseudopotentials GTH-PBE; grid cutoff 350 Ry, relative cutoff 50 Ry; k points Gamma only; occupations fixed; spin none; net charge 0.

Cell vectors (angstrom)
a	16.32	0	0
b	0	16.32	0
c	0.0446	-2.7291	33.9828

Atoms and the computed forces on them: element, x, y, z (angstrom), force x, y, z (eV/angstrom)
Si	1.606	14.734	0.068	-0.18	0.204	0.803
Si	4.269	1.227	0.132	-0.219	0.137	0.757
Si	1.169	4.319	0.216	0.118	-0.184	0.803
Si	3.854	7.046	0.163	0.131	-0.116	0.723
Si	1.6	6.469	33.977	-0.163	0.196	0.719
Si	3.795	9.694	33.956	0.256	-0.108	0.728
Si	6.518	15.346	0.006	0.125	-0.343	0.742
Si	9.271	1.477	0.093	0.211	-0.065	0.759
Si	7.115	3.773	0.023	-0.142	0.185	0.733
Si	9.337	7.004	0.132	0.137	-0.177	0.729
Si	7.101	9.235	0.054	-0.206	0.178	0.741
Si	9.811	9.343	33.855	-0.165	0.212	0.714
Si	12.533	14.883	0.052	-0.234	0.051	0.719
Si	14.824	1.541	0.226	0.172	-0.096	0.736
Si	12.575	3.69	0.221	-0.098	0.076	0.771
Si	15.176	6.433	0.023	-0.18	0.236	0.77
Si	11.964	9.81	0.051	0.129	-0.085	0.782
Si	14.708	9.839	33.918	0.164	-0.175	0.723
Si	2.715	0.008	1.391	0.01	-0.016	-0.041
Si	5.483	2.758	1.396	0.004	-0.01	-0.065
Si	2.728	5.484	1.479	-0.015	0.006	-0.059
Si	5.47	8.185	1.395	0.014	-0.009	-0.049
Si	2.653	10.842	1.306	0.013	-0.012	-0.047
Si	5.431	13.591	1.193	-0.027	0.028	-0.078
Si	8.084	0.014	1.445	-0.016	0.014	-0.075
Si	10.892	2.6	1.401	-0.029	0.001	-0.039
Si	8.187	5.388	1.369	0.005	0.002	-0.037
Si	10.899	8.195	1.382	0.006	0.007	-0.063
Si	8.203	10.922	1.254	0.025	-0.006	-0.055
Si	10.88	13.664	1.237	0.017	-0.016	-0.04
Si	13.655	-0.011	1.503	0.004	0.006	-0.047
Si	0.033	2.739	1.505	-0.012	0.017	-0.043
Si	13.631	5.376	1.436	0.012	-0.005	-0.077
Si	16.261	8.113	1.3	0.005	-0.02	-0.067
Si	13.574	10.963	1.3	-0.01	0.025	-0.071
Si	16.298	13.59	1.311	0.007	-0.001	-0.054
Si	1.387	1.343	2.783	0.003	-0.004	0.012
Si	4.111	4.097	2.754	-0.004	-0.007	0.013
Si	1.314	6.838	2.772	-0.023	0.004	0.047
Si	4.087	9.568	2.702	-0.021	-0.005	0.016
Si	1.303	12.194	2.682	0.015	0.018	0.025
Si	4.106	14.926	2.683	0.011	0.01	0.031
Si	6.777	1.389	2.811	-0.018	0.002	0.042
Si	9.573	4.056	2.728	0.001	-0.005	0.024
Si	6.794	6.752	2.722	0.001	0.003	0.022
Si	9.517	9.562	2.71	-0.002	0.015	0.037
Si	6.797	12.259	2.598	-0.017	-0.004	-0.016
Si	9.506	14.939	2.677	0.026	0.013	-0.005
Si	12.218	1.291	2.814	0.003	0.014	0.038
Si	14.973	4.075	2.854	0.007	-0.002	0.044
Si	12.258	6.802	2.705	-0.011	-0.012	0.009
Si	14.929	9.54	2.629	0.008	-0.004	-0.001
Si	12.216	12.306	2.683	-0.015	0.002	0.031
Si	15.03	14.941	2.776	0.014	-0.005	0.033
Si	0.031	-0.008	4.136	-0.008	-0.002	0.007
Si	2.753	2.718	4.104	0.003	0.005	-0.004
Si	0.008	5.461	4.16	0.013	-0.006	0
Si	2.72	8.2	4.075	-0.004	-0.011	-0.006
Si	16.284	10.853	4.053	-0.005	0	0.02
Si	2.708	13.572	4.025	-0.007	0.012	-0.021
Si	5.42	-0.024	4.099	-0.002	-0.002	-0.009
Si	8.186	2.735	4.114	0.003	-0.004	-0.005
Si	5.447	5.444	4.124	0.013	0.012	0.004
Si	8.157	8.163	4.047	-0.003	0.001	-0.013
Si	5.458	10.922	4.03	-0.004	0.006	0.012
Si	8.146	13.58	4.024	-0.005	0	0.004
Si	10.844	-0.058	4.116	-0.006	-0.001	0.007
Si	13.58	2.695	4.142	0.01	0.011	-0.014
Si	10.901	5.447	4.079	0.001	-0.014	-0.001
Si	13.606	8.182	4.044	0.011	0	0
Si	10.883	10.916	4.061	0.01	0.005	-0.01
Si	13.601	13.603	4.084	-0.015	-0.012	-0.011
Si	1.356	14.931	16.379	-0.005	0.004	-0.002
Si	4.065	1.35	16.336	-0.002	0.004	-0.003
Si	1.381	4.09	16.314	0.005	0.01	-0.006
Si	4.115	6.814	16.326	-0.002	0.001	-0.004
Si	1.392	9.549	16.32	-0.004	0.016	0.002
Si	4.073	12.227	16.4	-0.003	-0.006	-0.012
Si	6.771	14.949	16.328	0.001	-0.018	0.007
Si	9.509	1.357	16.332	-0.006	0.006	-0.001
Si	6.811	4.067	16.359	0.002	-0.006	0.006
Si	9.464	6.787	16.242	-0.002	-0.004	-0.015
Si	6.746	9.512	16.363	0	-0.019	-0.001
Si	9.529	12.234	16.28	0.01	-0.014	-0.016
Si	12.227	14.984	16.34	0.007	0.005	0
Si	14.981	1.334	16.284	-0.012	0.002	-0.006
Si	12.232	4.063	16.241	0.001	-0.001	-0.002
Si	15.004	6.821	16.298	0.005	0.004	-0.019
Si	12.245	9.548	16.261	0.008	0	-0.019
Si	14.98	12.274	16.298	0.011	0.018	-0.006
Si	2.728	-0.018	17.722	0.001	-0.017	-0.001
Si	5.429	2.691	17.699	0.002	0.01	0.013
Si	2.748	5.468	17.658	-0.007	-0.019	-0.004
Si	5.393	8.159	17.788	-0.007	0.027	0.009
Si	2.728	10.844	17.78	0.004	-0.007	-0.002
Si	5.426	13.617	17.744	0.006	-0.001	0.016
Si	8.146	-0.032	17.673	0.011	0.011	0.002
Si	10.864	2.766	17.65	0.011	-0.003	0.005
Si	8.153	5.48	17.704	0.016	-0.001	-0.002
Si	10.867	8.131	17.517	0.009	0.002	-0.015
Si	8.16	10.893	17.629	0.008	0.012	0.01
Si	10.873	13.572	17.669	0.008	0.008	-0.011
Si	13.597	0.048	17.679	-0.015	0.002	0.024
Si	0.052	2.662	17.628	0.015	0.002	-0.006
Si	13.637	5.39	17.554	-0.026	-0.007	0.009
Si	0.03	8.216	17.666	0.006	-0.011	0.02
Si	13.575	10.955	17.612	-0.035	-0.007	-0.021
Si	16.317	13.561	17.755	-0.018	-0.011	0.023
Si	1.36	1.328	19.077	-0.007	0.001	0.003
Si	4.061	4.079	19.032	-0.014	-0.007	-0.022
Si	1.448	6.888	19.012	0.037	0.02	-0.035
Si	4.023	9.475	19.24	-0.028	-0.025	0.003
Si	1.37	12.185	19.158	-0.016	0.014	-0.013
Si	4.064	-1.342	19.145	0.002	0.003	-0.013
Si	6.794	1.308	19.047	-0.015	0.007	-0.026
Si	9.572	4.17	19.045	0.011	0.021	-0.024
Si	6.768	6.781	19.121	0.018	-0.02	-0.012
Si	9.533	9.468	18.878	0.001	-0.006	-0.042
Si	6.833	12.239	19.038	0.032	0.003	-0.033
Si	9.48	-1.436	19.015	-0.036	0.003	-0.002
Si	12.244	1.465	19.019	0.026	-0.017	-0.044
Si	14.998	4.026	18.905	-0.007	-0.001	-0.02
Si	12.236	6.758	18.813	-0.028	-0.002	-0.042
Si	14.933	9.622	18.935	0.019	-0.009	-0.031
Si	12.253	12.267	19.059	0.026	-0.004	-0.005
Si	14.897	-1.369	19.041	-0.011	0.003	-0.047
Si	16.271	-0.033	20.394	-0.006	-0.032	0.055
Si	2.72	2.706	20.42	0.04	0.006	0.037
Si	0.051	5.436	20.14	-0.004	-0.016	0.034
Si	2.626	8.131	20.705	-0.027	0.026	0.068
Si	16.211	10.856	20.475	0.008	0.039	0.037
Si	2.717	13.591	20.53	-0.017	-0.009	0.043
Si	5.468	-0.008	20.535	0.019	-0.005	0.018
Si	8.126	2.799	20.274	-0.037	0.017	0.034
Si	5.363	5.421	20.476	-0.001	-0.001	0.064
Si	8.238	8.161	20.331	0.008	-0.004	0.056
Si	5.518	10.866	20.42	0.004	0.01	0.063
Si	8.163	13.572	20.49	0	0.009	0.032
Si	10.867	-0.027	20.225	0.021	0.023	0.025
Si	13.648	2.835	20.403	-0.028	-0.026	0.024
Si	11.042	5.505	20.384	0.022	-0.061	0.062
Si	13.561	8.153	20.085	-0.021	-0.005	0.026
Si	10.896	10.776	20.246	-0.008	-0.009	0.045
Si	13.532	13.659	20.5	-0.004	0.011	0.067
Si	1.081	-1.554	21.795	0.157	0.124	-0.746
Si	4.321	1.63	21.798	-0.132	-0.127	-0.741
Si	1.445	4.288	21.591	-0.014	-0.213	-0.73
Si	3.752	6.389	21.94	0.178	0.345	-0.76
Si	0.711	9.112	21.855	0.262	0.038	-0.703
Si	4.387	12.43	21.74	-0.096	-0.023	-0.715
Si	6.578	-1.631	21.889	0.209	0.207	-0.757
Si	9.605	1.468	21.423	-0.11	-0.084	-0.667
Si	6.561	3.83	21.707	0.119	0.113	-0.724
Si	9.87	7.09	21.628	-0.077	-0.178	-0.739
Si	7.144	9.706	21.69	-0.162	-0.054	-0.695
Si	9.37	11.878	21.594	0.004	0.158	-0.67
Si	12.34	-1.007	21.749	-0.102	-0.301	-0.689
Si	14.668	1.138	21.652	0.197	0.151	-0.786
Si	12.821	4.63	21.742	-0.189	-0.152	-0.679
Si	14.965	6.819	21.328	0.013	-0.027	-0.502
Si	12.095	9.216	21.527	0.013	0.151	-0.714
Si	15.159	12.539	21.784	-0.145	-0.123	-0.794
Si	2.313	0.472	23.937	-0.036	-0.029	-0.216
Si	12.572	-0.059	27.014	-0.045	-0.033	0.114
Si	14.183	9.276	26.323	0.028	0.034	-0.046
Si	10.727	12.095	24.346	0.083	-0.038	-0.156
Si	12.839	6.681	31.125	0.03	-0.05	0.094
Si	10.847	5.507	29.366	0.001	0.045	0.01
Si	13.539	10.84	23.834	-0.117	0.013	-0.09
Si	10.849	13.445	31.821	0.046	-0.013	0.131
Si	14.918	13.852	29.569	-0.016	0.062	-0.05
Si	16.012	2.879	28.739	-0.119	-0.095	-0.073
Si	5.372	13.929	29.009	-0.031	0.013	0.066
Si	4.589	4.043	31.231	0.141	0.039	0.098
Si	8.193	0.045	23.894	0.017	-0.112	0.002
Si	2.046	-0.663	26.686	0	-0.013	0
Si	6.37	9.155	24.595	-0.012	-0.067	-0.192
Si	9.221	9.806	25.763	0.088	0.019	0.034
Si	1.522	9.461	24.758	-0.03	0.01	-0.009
Si	9.402	10.729	31.006	-0.009	-0.033	0.193
Si	11.057	3.106	23.456	0.076	0.063	-0.017
Si	8.083	6.529	28.663	-0.027	-0.002	0.027
Si	2.791	8.689	29.224	-0.035	0.065	-0.009
Si	10.924	-1.341	24.63	-0.016	0.041	-0.194
Si	3.425	12.822	26.939	0.071	0.106	0.062
Si	2.079	4.457	29.525	-0.018	0.209	-0.006
Si	15.111	4.409	26.11	0.029	0.019	-0.025
Si	7.811	1.865	26.293	-0.007	0.083	-0.135
Si	12.4	-1.022	29.934	-0.101	-0.012	-0.014
Si	14.906	8.866	30.963	0.065	0.04	0.128
Si	3.594	-0.046	29.228	0.086	-0.167	0.027
Si	16.32	2.606	23.808	0.059	0.013	-0.127
Si	8.629	5.115	23.702	0.023	0.007	-0.215
Si	9.642	9.078	28.474	-0.028	-0.032	0.033
Si	2.813	6.496	27.414	0.041	-0.042	-0.061
Si	4.052	11.03	24.488	-0.054	-0.048	-0.054
Si	12.068	5.004	26.755	0.163	-0.016	0.049
Si	14.862	11.074	28.691	0.004	-0.128	0.046
Si	9.66	3.245	31.228	-0.154	0.007	0.133
Si	4.802	9.38	31.105	-0.003	-0.048	0.144
Si	6.427	0.335	28.712	-0.034	-0.067	0.055
Si	11.963	1.732	31.26	0.117	-0.064	-0.003
Si	6.825	2.094	31.085	0.039	-0.095	0.088
Si	2.528	-0.155	31.957	-0.002	-0.078	0.167
Si	14.117	3.973	31.021	0.028	-0.064	0.136
Si	10.918	2.25	26.21	0.121	-0.071	-0.05
Si	6.696	11.851	31.071	0.008	0.198	0.026
Si	0.382	-2.447	31.949	0.028	0.084	0.204
Si	7.076	4.987	26.156	0.098	-0.035	0.049
Si	0.19	7.184	26.147	-0.027	0.008	-0.07
Si	0.966	6.957	30.93	-0.02	-0.061	0.142
Si	11.361	7.904	26.404	-0.101	0.082	0.125
Si	15.582	-0.086	27.587	-0.022	-0.009	0.081
Si	1.319	10.731	27.547	0.134	-0.031	-0.085
Si	6.214	6.72	31.061	0.048	-0.072	0.102
Si	4.756	6.56	25.002	0.029	0.011	-0.158
Si	1.39	14.931	5.446	0.016	0.001	0.006
Si	4.084	1.344	5.466	0.002	-0.01	0.008
Si	1.384	4.079	5.466	-0.006	0.003	0.009
Si	4.07	6.821	5.439	-0.014	-0.002	0.013
Si	1.349	9.536	5.435	0.002	-0.003	0.012
Si	4.082	12.249	5.408	0.003	0.004	0.009
Si	6.809	14.944	5.421	0.004	0	0.013
Si	9.516	1.344	5.462	0	0.014	0.017
Si	6.816	4.086	5.467	0.002	-0.012	0.014
Si	9.524	6.813	5.42	-0.005	0.007	0.009
Si	6.795	9.532	5.4	-0.007	-0.013	0.005
Si	9.504	12.244	5.42	0.012	0.003	0.007
Si	12.237	14.939	5.461	0.006	-0.004	0.011
Si	14.964	1.344	5.475	-0.008	0.003	0.011
Si	12.237	4.09	5.468	-0.004	-0.007	0.011
Si	14.948	6.835	5.456	0	0.002	0.009
Si	12.24	9.535	5.411	-0.003	0.002	0.005
Si	14.944	12.22	5.429	0.007	0.005	0.014
Si	2.724	-0.014	6.818	-0.002	0.002	0.003
Si	5.451	2.712	6.812	0.006	-0.001	0.002
Si	2.733	5.448	6.815	0.004	-0.003	0.001
Si	5.441	8.181	6.783	-0.005	0.009	-0.002
Si	2.723	10.894	6.781	-0.005	-0.001	-0.001
Si	5.44	13.598	6.786	-0.005	0.004	-0.007
Si	8.15	-0.015	6.805	0.009	0	-0.002
Si	10.877	2.717	6.812	0.001	0.001	-0.003
Si	8.172	5.459	6.804	-0.002	0.003	0
Si	10.884	8.172	6.782	0.003	-0.002	-0.004
Si	8.155	10.877	6.781	-0.003	0.003	-0.004
Si	10.865	13.585	6.804	0.001	-0.003	0.002
Si	13.594	-0.012	6.819	-0.007	0.006	0.002
Si	16.329	2.72	6.815	0.005	-0.003	-0.002
Si	13.598	5.459	6.814	0.005	0.006	-0.003
Si	16.321	8.176	6.81	-0.001	-0.007	0
Si	13.593	10.872	6.801	-0.002	-0.004	-0.003
Si	16.32	13.582	6.786	-0.004	-0.003	-0.001
Si	1.362	1.352	8.17	-0.007	-0.006	-0.003
Si	4.09	4.079	8.166	0	0.002	-0.007
Si	1.359	6.805	8.163	-0.005	0.003	0
Si	4.077	9.531	8.146	-0.002	-0.01	-0.003
Si	1.365	12.24	8.155	0.004	0.006	-0.004
Si	4.092	14.954	8.166	0.007	0.01	0.001
Si	6.8	1.348	8.171	0	-0.002	0
Si	9.519	4.084	8.165	0.001	-0.006	-0.006
Si	6.8	6.817	8.15	0.006	-0.005	-0.005
Si	9.519	9.524	8.147	0.001	-0.008	-0.003
Si	6.797	12.236	8.148	-0.006	-0.002	-0.005
Si	9.515	14.953	8.164	0.006	0.005	-0.005
Si	12.24	1.361	8.17	0.005	0.009	-0.001
Si	14.966	4.09	8.163	0.003	0.004	-0.001
Si	12.234	6.815	8.164	0.002	-0.002	-0.006
Si	14.958	9.526	8.169	0.003	0.004	-0.004
Si	12.231	12.23	8.16	-0.007	-0.007	-0.002
Si	14.965	14.945	8.158	-0.008	-0.003	-0.004
Si	16.319	-0.008	9.521	0.002	0.006	-0.001
Si	2.727	2.716	9.525	0	-0.002	-0.001
Si	16.326	5.443	9.528	-0.001	-0.003	0.001
Si	2.723	8.168	9.511	-0.006	-0.004	0
Si	16.326	10.884	9.518	-0.005	-0.008	0
Si	2.722	13.599	9.519	-0.002	0.006	-0.001
Si	5.441	-0.006	9.533	0.001	0	0.004
Si	8.159	2.72	9.519	0	0.003	-0.002
Si	5.446	5.449	9.514	0.006	-0.006	0
Si	8.16	8.168	9.514	0.002	0.006	0
Si	5.435	10.884	9.512	-0.002	-0.002	-0.001
Si	8.15	13.596	9.52	0.006	0.005	-0.001
Si	10.876	-0.003	9.518	-0.005	0.002	-0.003
Si	13.605	2.726	9.52	0	0.002	-0.001
Si	10.88	5.444	9.52	-0.002	0.002	-0.002
Si	13.597	8.167	9.529	0.005	-0.005	0.002
Si	10.871	10.879	9.523	0.009	-0.002	0
Si	13.599	13.591	9.515	-0.004	-0.005	-0.005
Si	1.364	14.96	10.881	-0.005	0.004	0.004
Si	4.081	1.355	10.891	0.005	-0.001	0.007
Si	1.37	4.078	10.885	-0.002	-0.002	0.004
Si	4.08	6.805	10.87	-0.005	0.004	-0.009
Si	1.367	9.525	10.876	0	-0.005	-0.004
Si	4.081	12.241	10.88	-0.001	-0.003	0.002
Si	6.795	14.952	10.894	0	0.006	0.004
Si	9.514	1.354	10.876	0.011	0.003	-0.001
Si	6.797	4.081	10.874	0	-0.003	-0.001
Si	9.517	6.802	10.875	0.006	-0.013	-0.003
Si	6.794	9.523	10.872	0.007	-0.003	0
Si	9.511	12.242	10.882	-0.005	-0.005	0.003
Si	12.239	14.956	10.871	0.006	0.002	-0.005
Si	14.964	1.362	10.876	-0.01	0.007	-0.003
Si	12.242	4.084	10.879	0.002	0.005	-0.003
Si	14.964	6.805	10.883	-0.003	0.001	0.003
Si	12.235	9.528	10.888	-0.01	0	0.004
Si	14.966	12.241	10.876	0.009	-0.001	-0.006
Si	2.723	-0.009	12.251	-0.006	0.001	0.004
Si	5.443	2.721	12.243	0.002	0.012	0
Si	2.736	5.441	12.241	0.005	0.009	0.004
Si	5.431	8.166	12.232	0.002	-0.007	-0.002
Si	2.723	10.885	12.239	-0.002	-0.002	0
Si	5.43	13.595	12.257	-0.001	-0.003	0.004
Si	8.153	0.003	12.245	0.006	0	-0.003
Si	10.878	2.711	12.227	-0.004	-0.004	-0.002
Si	8.155	5.44	12.23	0.004	0.002	-0.004
Si	10.87	8.164	12.239	0.001	-0.006	0
Si	8.142	10.886	12.237	-0.001	-0.003	-0.002
Si	10.874	13.609	12.237	0.01	0.005	0.001
Si	13.603	-0.004	12.225	-0.004	0.003	-0.004
Si	16.329	2.713	12.241	-0.006	-0.006	0.004
Si	13.602	5.444	12.239	0.001	-0.009	0
Si	16.335	8.164	12.237	0	0	0
Si	13.607	10.89	12.239	0.009	0.004	0.003
Si	16.326	13.598	12.237	-0.007	0.001	0
Si	1.366	1.351	13.61	0.002	0.001	0.006
Si	4.095	4.084	13.61	0.004	-0.013	0.004
Si	1.383	6.807	13.597	-0.002	-0.003	0
Si	4.081	9.53	13.601	-0.004	-0.002	0.002
Si	1.372	12.25	13.603	-0.005	0.003	0.001
Si	4.067	14.945	13.627	0.001	0.001	0.005
Si	6.791	1.357	13.61	0.001	0.01	-0.001
Si	9.506	4.062	13.577	0.012	0	0
Si	6.786	6.796	13.582	0.006	0.001	0.006
Si	9.493	9.521	13.589	-0.008	0.008	-0.004
Si	6.785	12.231	13.619	0.009	-0.005	0.003
Si	9.51	14.965	13.603	-0.001	0.006	0.002
Si	12.237	1.345	13.582	0.013	-0.005	0.002
Si	14.97	4.082	13.591	-0.015	0.007	0.005
Si	12.241	6.811	13.593	-0.008	0.002	0.007
Si	14.981	9.533	13.59	0.004	-0.012	-0.001
Si	12.25	12.263	13.591	-0.003	-0.005	0.004
Si	14.966	14.963	13.586	-0.001	0.001	0.002
Si	0.022	-0.037	14.962	-0.005	0.003	0.003
Si	2.731	2.72	14.96	0.003	0.006	0.001
Si	0.022	5.443	14.944	0.002	-0.01	0.002
Si	2.74	8.168	14.967	0.002	-0.004	0.001
Si	16.338	10.896	14.956	-0.004	-0.011	-0.007
Si	2.718	13.579	15.01	-0.006	-0.001	0.005
Si	5.425	-0.003	14.969	-0.002	-0.001	-0.007
Si	8.154	2.718	14.968	0.001	-0.009	0.005
Si	5.464	5.437	14.977	0.008	0.008	0.002
Si	8.102	8.178	14.946	0.007	-0.005	0.002
Si	5.415	10.883	14.993	0.007	0.005	0.011
Si	8.147	13.604	14.961	0.001	0.003	-0.006
Si	10.872	0.006	14.962	-0.003	-0.001	-0.002
Si	13.612	2.695	14.924	-0.001	0.002	-0.005
Si	10.86	5.432	14.912	-0.009	-0.001	0.002
Si	13.625	8.172	14.941	-0.006	0.012	0.004
Si	10.876	10.887	14.909	-0.004	0.001	-0.005
Si	13.601	13.636	14.963	0.005	-0.004	0.002
O	10.31	12.407	22.815	0.297	0.394	0.09
O	15.224	1.702	23.063	-0.041	0.019	0.586
O	0.54	3.768	22.833	-0.226	0.439	0.181
O	15.261	9.267	32.496	0.365	0.126	-0.217
O	9.713	3.931	23.756	-0.09	0	0.113
O	3.756	9.763	29.932	0.173	0.453	-0.407
O	5.385	-2.63	33.639	0.132	0.162	-0.504
O	8.281	-0.079	33.588	0.121	0.145	-0.282
O	2.778	5.391	33.622	-0.145	-0.196	-0.21
O	5.635	10.705	31.402	-0.011	0.19	0.401
O	5.468	2.725	22.259	0.04	-0.104	0.406
O	8.239	5.353	33.665	-0.092	0.027	-0.384
O	10.937	8.24	27.94	0.258	-0.295	0.521
O	9.812	-2.068	32.761	-0.116	0.07	-0.425
O	14.614	4.079	32.555	-0.21	0.428	-0.065
O	10.855	2.311	22.071	0.327	0.035	-0.412
O	9.405	1.825	26.51	0.035	-0.167	0.36
O	12.123	13.032	32.734	0.152	-0.03	-0.099
O	0.094	2.645	33.675	0.09	0.035	-0.341
O	7.065	0.827	30.115	0.528	-0.423	0.061
O	6.631	7.019	32.589	-0.016	0.25	-0.157
O	13.459	8.151	30.888	-0.199	0.182	-0.27
O	2.592	11.691	27.726	0.099	0.043	0.247
O	1.006	10.38	25.99	-0.441	0.352	-0.027
O	1.867	0.992	32.851	0.01	0.33	-0.44
O	12.31	4.096	23.213	0.227	0.056	0.365
O	11.616	-1.358	23.165	-0.299	-0.089	0.233
O	1.045	5.491	30.248	-0.235	-0.365	0.233
O	7.223	12.381	32.512	0.455	-0.023	-0.194
O	0.964	6.901	32.544	-0.136	0.234	0.122
O	1.082	12.617	32.661	-0.21	-0.438	-0.479
O	0.957	9.858	23.295	0.083	0.53	-0.106
O	12.004	1.548	32.846	-0.104	0.015	-0.094
O	7.241	3.38	26.327	-0.15	0.033	0.097
O	13.515	4.655	26.144	-0.048	-0.062	-0.335
O	13.942	5.783	22.136	0.217	0.044	0.261
O	7.157	-1.067	23.319	-0.085	-0.189	0.471
O	8.318	8.128	28.53	-0.481	0.339	-0.146
O	5.454	13.56	22.289	0.085	0.107	0.497
O	10.913	8.181	33.498	0.108	0.04	-0.335
O	12.076	5.164	28.366	0.495	-0.011	0.283
O	15.826	5.8	25.679	0.163	0.017	-0.537
O	13.764	-1.729	30.397	0.101	-0.039	0.505
O	15.934	7.894	22.148	-0.121	0.151	0.147
O	15.826	1.31	28.379	0.229	-0.106	0.405
O	13.801	5.497	30.571	0.334	0.154	-0.53
O	8.083	3.097	31.038	-0.052	0.52	0.02
O	15.541	-1.388	28.545	0.213	-0.063	0.008
O	10.012	3.686	32.742	0.248	-0.321	-0.045
O	3.556	7.724	28.171	0.525	0.065	-0.268
O	7.454	6.267	30.131	0.114	-0.419	0.139
O	2.465	14.105	26.786	-0.144	-0.204	0.115
O	12.663	6.405	32.711	0.186	-0.53	0.019
O	9.195	6.411	22.943	0.07	0.112	0.121
O	4.55	3.676	32.805	0.244	-0.639	0.122
O	6.594	8.901	23.004	-0.329	-0.541	0.026
O	14.473	11.955	23.141	0.088	0.174	0.421
O	6.57	1.592	32.597	-0.293	0.105	-0.143
O	4.085	-1.567	29.572	-0.252	-0.293	0.262
O	1.654	-0.764	23.108	-0.126	0.093	0.143
O	8.263	5.542	25.207	0.554	0.368	0.44
O	12.223	11.509	24.485	0.052	0.11	0.527
O	7.759	9.312	25.365	-0.01	-0.136	0.357
O	3.125	9.711	24.717	0.216	-0.391	-0.066
O	9.624	11.098	24.921	-0.254	0.016	0.052
O	11.302	2.035	24.64	0.29	-0.552	-0.161
O	16.335	11.425	28.145	0.32	0.465	-0.047
O	11.448	6.333	26.091	-0.463	-0.217	-0.271
O	11.935	1.429	27.159	0.12	0.275	0.516
O	9.48	-0.621	24.6	-0.224	0.11	0.419
O	16.073	13.353	30.57	0.319	-0.429	-0.287
O	3.767	-0.814	32.748	0.427	-0.14	-0.37
O	1.075	7.921	24.996	0.009	-0.232	-0.391
O	7.473	1.079	24.91	-0.41	0.046	-0.182
O	5.676	5.292	25.408	-0.341	-0.608	-0.181
O	15.374	8.227	26.632	-0.055	0.04	0.437
O	8.692	0.867	22.614	-0.196	0.182	-0.004
O	2.553	5.312	22.208	0.098	-0.034	0.404
O	10.031	9.74	29.892	0.485	-0.063	0.171
O	14.17	0.039	26.812	-0.067	0.322	-0.413
O	15.579	3.274	25.065	-0.027	-0.374	-0.074
O	4.17	8.968	32.541	0.027	-0.645	-0.044
O	3.609	1.025	23.137	0.048	-0.008	0.322
O	0.456	-0.387	26.532	-0.143	0.046	-0.307
O	5.566	10.548	24.729	0.267	0.377	0.133
O	1.45	-1.296	31.619	0.037	0.063	-0.491
O	10.263	8.6	25.448	-0.094	-0.34	-0.514
O	3.125	3.91	30.608	-0.421	-0.224	0.302
O	12.778	3.077	30.913	-0.147	0.1	-0.487
O	2.476	0.026	28.078	-0.138	0.504	0.003
O	7.302	4.534	22.977	-0.116	0.071	0.433
O	4.869	0.776	28.688	-0.045	0.358	-0.465
O	13.754	-0.109	33.698	-0.143	0.093	-0.247
O	7.173	1.025	27.492	0.107	-0.121	0.168
O	5.574	7.929	25.273	-0.113	0.01	0.575
O	1.252	1.664	24.188	0.005	0.082	0.188
O	4.363	6.614	23.433	0.199	0.193	0.402
O	2.91	5.151	28.307	0.552	-0.42	-0.052
O	15.522	3.873	27.568	-0.153	0.316	0.171
O	14.224	12.54	28.918	-0.382	0.134	0.07
O	6.491	-1.285	28.589	0.664	-0.026	-0.315
O	15.976	7.766	30.461	-0.11	-0.237	-0.667
O	15.543	-1.866	32.903	-0.35	-0.235	-0.088
O	6.02	12.959	30.119	-0.186	0.12	-0.088
O	2.739	10.885	33.577	0.091	0.121	-0.426
O	1.258	3.184	28.981	0.238	-0.329	-0.118
O	12.816	8.487	26.109	-0.033	-0.113	-0.236
O	7.978	11.171	30.378	-0.132	-0.182	-0.839
O	2.254	7.778	30.436	0.306	-0.254	0.345
O	10.969	8.194	22.154	0.071	-0.082	0.301
O	3.748	12.255	25.473	0.225	0.175	-0.123
O	3.785	11.591	22.999	-0.659	-0.313	0.144
O	11.029	3.823	26.456	-0.64	0.267	0.063
O	12.236	-0.959	28.322	-0.196	-0.385	-0.143
O	13.502	0.085	22.093	0.049	0.095	0.486
O	4.815	13.114	27.722	0.24	-0.325	-0.411
O	9.265	9.948	32.432	-0.304	0.066	-0.125
O	16.302	13.629	22.261	-0.016	-0.085	0.405
O	9.308	10.187	27.339	-0.221	0.815	0.24
O	5.641	8.129	30.525	0.21	0.036	-0.438
O	3.446	6.398	25.938	-0.455	0.123	-0.294
O	12.541	0.489	30.451	0.271	0.139	-0.244
O	11.918	-0.679	25.692	0.337	-0.152	-0.244
O	10.305	4.283	30.221	0.224	-0.038	-0.139
O	14.915	10.188	30.042	0.004	0.054	0.141
O	8.243	10.831	22.183	0.032	-0.033	0.511
O	11.398	6.626	30.394	-0.275	0.5	0.082
O	1.222	6.814	27.331	-0.179	-0.048	0.667
O	2.787	-0.046	25.389	0.415	-0.021	0.117
O	11.212	-1.873	30.609	-0.483	0.16	-0.156
O	1.6	9.417	28.43	-0.492	-0.143	-0.057
O	10.394	1.848	30.897	-0.078	-0.38	-0.511
O	10.674	13.478	25.147	-0.297	-0.203	0.47
O	13.023	9.777	22.736	0.401	-0.17	0.177
O	14.022	10.276	27.574	-0.425	0.082	0.128
O	3.017	0.555	30.6	-0.063	0.501	0.078
O	14.439	10.107	24.957	0.484	0.026	-0.058
O	5.101	5.559	31.015	-0.278	0.195	-0.201
O	15.209	3.256	30.085	0.098	0.037	0.162
O	7.142	5.82	27.549	-0.31	0.05	0.056
O	13.617	10.999	33.513	0.143	-0.049	-0.146
O	9.555	5.906	28.498	0.11	-0.29	-0.444
O	10.265	12.07	31.223	-0.028	0.002	-0.136
O	5.572	2.959	30.56	-0.178	0.064	-0.726

Results
total energy: -101658.269 eV
total energy less fixed offsets of O -438.35, Si -107.03 eV per atom: -5.069 eV
